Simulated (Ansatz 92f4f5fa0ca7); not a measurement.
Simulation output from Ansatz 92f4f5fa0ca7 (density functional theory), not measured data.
Periodic cell of 273 atoms, Si166O106P1, from a study of silicon, its oxide and their interface. The atomic structure is a simulated model.

Settings: functional PBE; potential files Ansatz PAW; basis plane waves; wave-function cutoff 700 eV; density cutoff ratio 5; exchange-correlation grid ratio 1; k mesh 2 x 2 x 1, shifted by 0.5 0.5 0.5 of a step; self-consistency stop 5e-08 eV per atom in the density residual; occupations fixed; spin none; net charge +1 e, with a uniform compensating background and no finite-size correction.

Cell vectors (angstrom)
a 11.6015 0 0
b 0 13.3963 0
c 0 0 29.8085

Atoms: element, x, y, z (angstrom)
Si 11.5527 0.1809 22.903
Si 3.92 0.1547 23.0195
Si 7.6648 0.1219 23.1365
Si 2.0718 3.46 22.876
Si 5.9031 3.6959 22.9888
Si 9.7607 3.5375 23.0215
Si 11.6665 6.8605 23.0606
Si 3.9584 7.0422 23.1888
Si 7.7987 6.892 23.2382
Si 2.0429 10.2342 23.2521
Si 5.861 10.0929 23.3094
Si 9.8439 10.0812 23.2289
Si 11.6998 2.388 23.742
Si 4.0032 2.4067 23.734
Si 7.7863 2.4179 23.7581
Si 2.0349 5.7115 23.6955
Si 5.838 5.8178 23.9826
Si 9.7424 5.7293 23.8922
Si 11.7583 9.0217 24.0241
Si 3.9105 9.1344 24.2064
Si 7.8518 9.0814 24.0393
Si 1.9202 12.5061 23.7927
Si 5.7764 12.3725 23.925
Si 9.6807 12.3948 23.7683
Si 11.6498 2.2984 26.1548
Si 3.9232 2.3096 26.1434
Si 7.7551 2.3224 26.166
Si 1.9838 5.6327 26.1374
Si 5.826 5.6817 26.3242
Si 9.7091 5.6389 26.2597
Si 11.6751 8.9637 26.354
Si 3.8949 9.0137 26.5044
Si 7.794 8.9951 26.3712
Si 1.9386 12.3783 26.1937
Si 5.7975 12.3288 26.2844
Si 9.6875 12.3444 26.1682
Si 1.9812 1.1947 26.9847
Si 5.8294 1.1854 27.0024
Si 9.691 1.184 26.9602
Si 11.6548 4.5131 26.9914
Si 3.8923 4.5108 27.001
Si 7.7581 4.5232 27.0424
Si 1.9713 7.8068 27.1171
Si 5.856 7.8863 27.167
Si 9.722 7.8486 27.0924
Si 11.6196 11.2356 27.0059
Si 3.8522 11.2755 27.1128
Si 7.7664 11.2438 27.0443
Si 1.9542 1.1169 29.3745
Si 5.7984 1.1255 29.3938
Si 9.6562 1.1272 29.3618
Si 0.0163 4.4572 29.384
Si 3.8759 4.4496 29.3712
Si 7.7237 4.4693 29.4146
Si 1.9459 7.7777 29.4687
Si 5.835 7.8323 29.5165
Si 9.69 7.7996 29.4409
Si 0.0068 11.1745 29.373
Si 3.8655 11.2041 29.466
Si 7.7605 11.183 29.4
Si -0.0057 0.006 0.3336
Si 3.8748 0.0169 0.4481
Si 7.7204 -0.004 0.3834
Si 1.9511 3.3313 0.3554
Si 5.7896 3.3375 0.4137
Si 9.6574 3.3528 0.3615
Si 0.0003 6.6693 0.4187
Si 3.893 6.6591 0.3933
Si 7.7654 6.6837 0.4419
Si 1.9293 10.044 0.3747
Si 5.8271 10.0954 0.4167
Si 9.6867 10.0416 0.3723
Si 11.5507 -0.0519 2.7008
Si 3.8487 -0.0698 2.8393
Si 7.6653 -0.097 2.7632
Si 1.9408 3.2656 2.714
Si 5.7561 3.2729 2.8104
Si 9.6034 3.3077 2.7381
Si 11.5757 6.6293 2.7776
Si 3.8763 6.6082 2.7401
Si 7.7519 6.638 2.8072
Si 1.9262 9.9999 2.738
Si 5.8347 10.0467 2.7877
Si 9.6863 9.9801 2.7384
Si 11.5604 2.1996 3.4067
Si 3.8203 2.1315 3.6504
Si 7.6879 2.1097 3.5403
Si 1.9121 5.4881 3.4695
Si 5.8119 5.5209 3.5753
Si 9.6658 5.5057 3.6364
Si 11.6158 8.8694 3.5593
Si 3.8994 8.8662 3.4119
Si 7.7557 8.881 3.56
Si 1.8589 12.2296 3.5422
Si 5.7628 12.2175 3.7627
Si 9.6234 12.2029 3.504
Si 11.4908 2.137 5.7328
Si 3.7493 2.035 6.0658
Si 7.6083 1.9667 5.9087
Si 1.9049 5.4139 5.8086
Si 5.8171 5.4687 5.9448
Si 9.6268 5.4427 6.0467
Si 11.6442 8.8043 5.9405
Si 3.9276 8.7896 5.7312
Si 7.7871 8.814 5.9337
Si 1.787 12.1561 5.9193
Si 5.724 12.1152 6.265
Si 9.5856 12.116 5.8669
Si 1.6621 0.9805 6.7088
Si 5.6777 0.9836 7.0151
Si 9.6339 0.9492 6.5849
Si 11.5952 4.2998 6.6686
Si 3.8452 4.3206 6.5656
Si 7.6953 4.1669 6.6297
Si 2.0384 7.6422 6.508
Si 5.8402 7.7362 6.7022
Si 9.7307 7.7109 6.7515
Si 11.4533 11.0061 6.7837
Si 3.6593 10.9301 6.6562
Si 7.763 10.9776 6.8794
O 9.9097 7.8905 8.4221
O 9.9186 0.906 8.253
O 1.0608 0.9788 8.317
O 3.0842 10.5376 8.1701
O 5.8254 7.8842 8.3709
O 5.609 1.1917 8.7012
O 3.7741 4.319 8.218
O 7.6337 3.6973 8.2512
O 0.1 4.2399 8.4563
O 11.1435 11.003 8.4394
O 8.1232 10.7777 8.5205
O 2.3901 7.4997 8.1138
O 11.4255 0.2103 21.225
O 9.7612 3.6447 21.3578
O 4.1341 7.5514 21.6016
O 5.9992 4.1894 21.3762
O 5.7508 9.7499 21.6751
O 2.1449 3.3891 21.1951
O 7.3448 13.4438 21.499
O 4.0191 0.1533 21.3574
O 7.7501 6.9708 21.5883
O 2.1306 10.1655 21.602
O 11.548 6.9725 21.3998
O 10.1533 9.6436 21.6386
Si 11.5919 6.4196 11.2735
Si 1.562 10.3642 16.2558
P 0.2751 3.6712 9.8736
Si 8.0807 12.8599 20.1769
Si 2.8355 10.4657 9.7631
Si 2.5737 10.3919 20.059
Si 10.3519 3.7053 19.8382
Si 0.2395 12.7943 17.1051
Si 10.8119 0.7022 19.7814
Si 3.1503 7.7568 16.231
Si 0.3298 6.4881 19.8965
Si 9.3837 2.5202 14.2929
Si 2.9017 2.5244 11.0488
Si 5.1256 11.9888 15.3518
Si 4.9397 8.6806 20.7237
Si 3.5902 -0.3931 11.2882
Si 5.5687 8.8925 14.7859
Si -0.1659 11.3474 10.0126
Si 9.4486 10.0172 20.2189
Si 3.4528 0.0488 19.8304
Si 7.4714 4.6734 9.5341
Si 2.3561 12.3532 14.1684
Si 6.1721 0.5962 10.1391
Si 2.7932 2.9029 19.7574
Si 5.7154 4.436 13.6472
Si 7.464 0.2147 15.5979
Si 9.5977 11.3424 15.2179
Si 1.9877 6.5527 13.5646
Si 2.8269 3.5174 14.0344
Si 11.6993 9.1711 18.418
Si 11.2624 0.876 9.1619
Si 9.11 7.286 9.7038
Si 8.6715 8.555 14.5681
Si 4.7576 7.1565 12.351
Si 2.9679 5.6264 18.7413
Si 2.5431 7.4012 9.7055
Si 6.2639 8.4065 9.8518
Si 4.3358 4.7635 9.6541
Si 9.3539 10.5087 12.2908
Si 5.9416 13.0338 17.964
Si 7.9787 4.9349 18.3639
Si 8.2997 5.4064 15.2005
Si 7.3157 11.0692 9.929
Si 5.3848 4.2081 19.8582
Si 0.7724 1.479 15.0507
Si 7.5529 7.532 20.083
Si 7.6591 2.7804 11.8563
O 3.4456 6.0715 10.0923
O 1.9514 2.6317 15.0896
O -0.3406 12.9973 10.1788
O 8.3566 8.9059 19.8159
O 2.4173 1.3132 19.5155
O 8.1472 5.3038 16.7986
O 2.7324 11.9824 19.7047
O 7.1456 8.7598 15.0944
O 1.2687 0.1812 14.1745
O 4.4099 3.7654 14.4116
O 4.1969 3.4181 10.6159
O 10.9544 2.0875 14.4846
O 11.4283 4.7334 10.9206
O 10.8349 12.0118 16.0524
O 8.9279 6.9043 14.7552
O 1.7603 3.3581 10.1432
O 8.4549 5.9056 9.1716
O 11.1447 2.296 19.5248
O 5.3852 7.5902 10.9234
O 11.4119 7.5945 18.7867
O 7.8684 8.2168 10.1791
O 10.1205 7.0271 10.9727
O 9.2124 4.1127 14.7078
O 8.8276 11.4735 20.526
O 10.5768 10.5601 11.1736
O 8.3493 12.2405 15.7673
O 4.4371 2.8828 19.7995
O 4.649 0.2237 18.7366
O 10.4773 10.097 18.9637
O 6.7831 0.6998 17.0196
O 0.5104 6.6576 12.8022
O 1.0429 7.0703 10.2532
O 3.116 7.1553 12.5368
O 3.9543 9.5631 19.7747
O 6.7809 5.1865 14.6181
O 0.5569 0.9075 16.5573
O 1.5448 11.786 17.105
O 5.3494 8.3135 13.2956
O 2.9507 12.3798 12.6428
O 6.4367 3.2033 12.8557
O 2.7939 9.3256 16.5866
O 5.9945 7.8899 19.7669
O 1.9511 6.3972 19.7521
O 1.4501 9.6875 19.1417
O 9.4664 9.7094 15.4686
O 3.0589 8.8887 10.2235
O 9.0058 9.0374 13.0009
O 2.1309 7.3386 14.9865
O 9.1378 3.8717 18.7726
O 4.7209 7.9016 15.7832
O 7.2501 1.5853 10.8391
O 8.1153 6.3658 19.1157
O 5.9159 5.1341 9.6554
O 6.9893 -0.9259 19.0547
O 11.1094 2.3287 10.0774
O 8.9898 2.3807 12.705
O 9.6966 11.5139 13.5602
O 6.5662 4.2036 18.7385
O 6.0455 10.0245 9.9728
O 1.3534 10.8714 10.2846
O 5.1536 10.4727 14.7448
O 1.6838 10.9045 14.6679
O 11.3566 13.0711 18.629
O 5.4352 11.8484 16.9527
O 8.0872 10.9838 11.3686
O 11.3092 5.0085 19.6251
O 8.3622 1.4792 15.0698
O 2.4247 4.0467 18.597
O 3.7555 11.697 10.3296
O 9.1783 0.5789 19.7218
O 2.6685 2.693 12.6282
O 3.6411 12.6351 15.1338
O 8.0339 4.0641 10.9225
O 5.0735 0.3 11.3269
O 4.427 5.4955 19.474
O 6.1983 13.0598 14.6723
O 3.0431 6.5639 17.3689
O 2.7333 0.9308 10.7173
O 0.2854 9.4498 16.7991
O 5.2072 5.6104 12.6296
O 2.1384 4.9675 13.8496
O 6.8531 12.5962 9.732

Results
free energy: -166591.538 eV
free energy less fixed offsets of O -569.03, P -756.45, Si -635.61 eV per atom: -6.648 eV

Forces (eV/angstrom), in the order of the atoms: element, x, y, z
Si -0.0135 -0.0137 -0.0668
Si 0.0406 -0.0138 -0.054
Si -0.023 0.0045 -0.0432
Si 0.0085 -0.0203 -0.0575
Si -0.0031 0.015 -0.0748
Si -0.0067 -0.0115 -0.056
Si -0.0122 -0.0066 -0.0481
Si 0.0323 0.0142 -0.0658
Si -0.0043 -0.0184 -0.0479
Si -0.0123 0.0003 -0.0474
Si -0.0418 -0.0269 -0.0503
Si 0.0227 -0.0163 -0.0464
Si -0.0119 0.0161 0.0052
Si 0.0106 0.0032 0.0083
Si -0.0302 -0.0113 -0.0034
Si 0.0174 0.0083 0.0527
Si -0.0018 -0.0162 -0.0285
Si 0.0109 0.0021 -0.0049
Si 0.026 0.004 0.0029
Si -0.0337 0.0048 -0.0262
Si 0.008 0.0308 0.0186
Si 0.0051 -0.0005 0.0219
Si -0.0067 0.0089 -0.012
Si 0.0029 0.0015 0.0128
Si -0.0043 -0.0032 -0.023
Si 0.004 0.0109 -0.0289
Si -0.0099 0.0119 -0.028
Si 0.0087 0.0186 -0.0281
Si 0.0036 0.0109 -0.0183
Si -0.002 0.0062 -0.0128
Si 0.0107 0.0294 -0.0003
Si -0.0201 0.0137 -0.0053
Si -0.0152 0.0182 -0.0099
Si 0.0098 0.0043 -0.0286
Si -0.0032 0.0104 -0.0147
Si 0.0131 0.0108 -0.0152
Si 0.0005 0.0076 0.0073
Si -0.0001 -0.0064 0.0048
Si 0.0054 0.0023 0.0036
Si 0.0106 0.0046 0.012
Si -0.0152 -0.0042 0.0017
Si 0.0062 -0.0029 -0.0078
Si -0.0044 -0.01 -0.0022
Si 0.0248 -0.0067 -0.0089
Si -0.0036 -0.0082 0.0019
Si -0.0024 -0.0114 0.0043
Si -0.0086 0.0012 -0.0056
Si 0.0199 0.0023 -0.0054
Si 0.005 0.006 -0.022
Si -0.0105 0.0191 -0.0226
Si -0.0043 0.0049 -0.0217
Si 0.0023 0.0106 -0.0206
Si -0.0051 0.0182 -0.0093
Si 0.0033 0.0085 -0.0114
Si -0.0031 0.0232 -0.0083
Si -0.0006 0.0149 -0.0211
Si -0.0065 0.0297 -0.0091
Si 0.0076 0.0185 -0.0095
Si -0.0051 0.0032 -0.0136
Si -0.0018 0.0092 -0.0065
Si -0.0037 -0.0016 0.0125
Si 0.0079 -0.0089 0.0148
Si 0.0043 -0.0095 0.0204
Si 0.0099 -0.0098 0.0124
Si -0.0008 -0.0175 0.0268
Si -0.0034 -0.0025 0.0158
Si -0.0033 -0.0164 0.0094
Si 0.0003 -0.0087 0.0079
Si 0.0052 -0.0223 0.0101
Si -0.0088 -0.0209 0.0117
Si 0.0112 -0.0153 0.0114
Si -0.0014 -0.0263 0.0205
Si 0.001 -0.0031 0.0085
Si 0.0305 -0.0084 -0.0131
Si -0.0249 -0.006 -0.0074
Si 0.0313 0.0043 0.0108
Si -0.0093 0.0111 -0.0166
Si -0.0292 -0.0046 0.0072
Si -0.0141 0.0164 0.0102
Si 0.0099 -0.0049 0.0152
Si 0.0044 0.0032 -0.0028
Si -0.0202 0.0054 0.0088
Si 0.0084 -0.0026 0.001
Si -0.0078 0.0048 -0.0024
Si -0.0059 -0.0138 0.0064
Si -0.0017 -0.0102 0.0227
Si 0.0131 0.0032 0.016
Si -0.0049 -0.0097 0.013
Si 0 -0.015 0.0085
Si 0.0067 -0.017 0.0157
Si 0.0027 -0.0234 0.0211
Si -0.0048 -0.0077 0.0024
Si -0.0132 -0.0198 0.0129
Si -0.0061 -0.0117 0.0171
Si 0.0139 0.0014 0.0339
Si 0.0175 -0.0039 0.0243
Si -0.0117 -0.0118 0.0355
Si -0.0042 -0.0152 -0.034
Si -0.0047 -0.009 -0.0035
Si -0.0112 0.0048 0.0203
Si 0.0243 0.0102 -0.001
Si 0.0005 -0.0074 -0.0215
Si 0.0147 -0.0136 -0.026
Si 0.0256 -0.0077 0.0377
Si 0.0012 -0.0043 -0.0079
Si -0.0559 -0.0159 0.0226
Si -0.0164 -0.037 -0.078
Si 0.0234 0.012 0.0197
Si -0.0828 0.0148 0.0401
Si 0.0055 0.0483 0.0617
Si 0.0522 0.0113 0.0461
Si 0.0031 0.0147 0.0364
Si -0.0016 -0.0095 0.0425
Si -0.0196 -0.0227 0.063
Si 0.0301 0.0044 0.0563
Si -0.0208 0.001 0.0416
Si 0.0114 0.03 0.0566
Si -0.0221 0.0282 0.0378
Si -0.0454 0.0241 0.0505
Si 0.0636 0.0077 0.0537
O -0.0313 -0.0254 0.0014
O 0.0195 -0.0061 -0.0291
O -0.0056 -0.0181 0.0131
O 0.0379 -0.0237 0.0264
O 0.0045 -0.0041 -0.0189
O 0.0159 -0.018 -0.0094
O 0.026 -0.0032 -0.0054
O -0.0053 0.009 -0.0132
O -0.0108 -0.0086 -0.0349
O 0.0272 -0.0032 -0.0137
O -0.0289 -0.0145 -0.0092
O -0.0321 -0.0042 0.0038
O -0.003 0.0153 0.0045
O 0.0102 0.0092 -0.0095
O 0.0003 0.0067 0.0155
O -0.0084 -0.0091 0.0108
O -0.004 0.0001 -0.0069
O 0.0086 0.0058 -0.0046
O 0.0408 0.0035 -0.0094
O -0.0122 0.0139 0.0007
O -0.0029 0.0172 0.0116
O -0.0019 0.0126 0.0201
O 0.0235 -0.0011 -0.005
O -0.0389 0.0189 -0.0135
Si -0.001 0.0014 0.0039
Si 0.0015 0.0005 -0.0016
P -0.0048 -0.0104 0.0267
Si 0.0029 -0.001 0.0083
Si 0.012 -0.0026 -0.0079
Si 0.0015 0.006 -0.0185
Si 0.0003 -0.0036 0.0033
Si 0.0039 0.001 0.0024
Si -0.0007 0.0053 -0.0082
Si -0.0009 -0.0019 0.0007
Si -0.0012 0.0031 -0.0016
Si 0.0011 0.0008 -0.0036
Si -0.0056 0.005 0.0012
Si -0.003 -0.0006 0.0006
Si 0.0049 0.0048 0.0021
Si 0.0018 -0.0008 -0.0023
Si 0.0008 -0.002 0.0007
Si 0.0013 0.0046 0.0183
Si -0.0005 0.0054 0.0066
Si -0.0016 0.0021 -0.0083
Si -0.0015 0.0118 0.0015
Si -0.0004 -0.0032 -0.0041
Si 0.0005 -0.0051 0.0088
Si -0.0002 -0.0007 -0.0048
Si -0.0032 -0.0018 0.0003
Si -0.0042 0.0033 0.004
Si 0.0017 -0.0008 -0.0003
Si -0.0089 -0.0022 0
Si -0.0036 -0.0029 -0.0061
Si -0.0061 -0.0004 -0.0062
Si 0.014 -0.0065 0.0127
Si 0.0009 -0.0054 0
Si 0.0019 -0.0003 0.0011
Si 0.0002 0.0013 -0.0028
Si -0.0021 0.0038 -0.0014
Si -0.0015 0.0019 0.0005
Si -0.0003 0.0074 0.0126
Si 0.0048 0.0022 0.0048
Si 0 -0.0017 -0.0008
Si 0.0032 -0.001 -0.001
Si 0.0022 -0.0016 -0.0048
Si 0.0013 0.0017 0
Si -0.0069 -0.0007 0.0044
Si 0.001 -0.0019 -0.002
Si 0.0008 0.0005 0.002
Si 0.0024 0.0063 -0.0077
Si 0.002 0.0025 -0.0038
O 0.0016 0.0003 -0.0042
O -0.0155 -0.0103 -0.0157
O 0.0001 -0.0191 -0.0259
O 0.0075 -0.0074 0.0155
O 0.0187 -0.0062 0.0208
O 0.0028 -0.0088 -0.0061
O 0.0149 -0.0076 0.016
O -0.0158 -0.0042 -0.0087
O 0.0053 0.0093 0.0187
O -0.01 0.0095 -0.0307
O 0.0038 0.0075 0.0054
O -0.0024 -0.0046 0.0079
O -0.0033 0.0238 -0.0023
O 0.0025 0.0103 -0.0029
O -0.016 -0.0071 0.0028
O 0.022 -0.0202 0.0137
O -0.0027 0.0124 0.0261
O -0.0222 0 0.0177
O 0.0092 0.0075 -0.0143
O 0.0191 0.013 0.0198
O -0.0036 -0.0187 -0.0145
O 0.0055 -0.007 -0.0207
O -0.0182 -0.0063 -0.0006
O -0.0038 0.0056 -0.0206
O 0 0.0138 0.0019
O -0.0039 0.0089 -0.0146
O -0.0187 0.0307 0.0009
O -0.0038 -0.0227 0.0083
O 0.0136 -0.0145 0.0049
O -0.0015 -0.0284 -0.0135
O 0.0208 -0.0038 -0.0175
O -0.0017 -0.007 0.0215
O -0.0007 -0.019 0.0199
O -0.0119 0.0015 0.0319
O 0.0149 -0.0138 -0.0109
O -0.0011 -0.0121 -0.0276
O -0.0236 -0.0059 -0.0143
O -0.012 -0.0059 0.02
O -0.0038 0.011 0.006
O 0.0144 0.0191 -0.009
O -0.0041 0.0016 -0.0251
O 0.0069 0.0085 0.0316
O -0.0089 -0.0188 -0.0173
O -0.0126 -0.0005 0.0123
O 0.0008 0.0228 -0.0183
O -0.0136 -0.0006 -0.0196
O -0.0041 0.0213 0.0107
O 0.0229 -0.0064 -0.001
O 0 0.0169 0.0136
O -0.0037 0.0045 -0.013
O -0.0084 0.0052 0.0033
O -0.0137 -0.0066 0.0087
O 0.0045 -0.0217 -0.0032
O -0.0084 0.0202 -0.0056
O 0.0062 0.0037 -0.0207
O -0.0218 0.0121 0.0202
O -0.0105 -0.0267 0.0098
O 0.0041 0.0132 0.0161
O 0.031 -0.0155 -0.0045
O -0.0055 0.0021 -0.0139
O 0.0037 0.001 0.0111
O 0.0171 0.0171 0.0183
O -0.0021 0.0056 0.0089
O 0.0065 0.0304 -0.0166
O -0.0037 -0.0038 0.0006
O -0.0007 0.0065 0.0096
O 0.0111 -0.0054 -0.0001
O 0.0148 0.0146 0.0307
O -0.0007 0.0099 0.0079
O 0.0129 -0.0202 0.0125
O 0.0076 0.0251 -0.0039
O 0.0093 -0.0191 -0.0147
O -0.0227 -0.0167 -0.0036
O 0.0143 -0.0108 -0.0133
O -0.0141 -0.0256 -0.0119
O -0.0148 -0.0097 0.0315
O 0.0027 0.0014 0.0018
O -0.0082 0.0118 0.0167
O 0.0034 0.0095 0.0334
O -0.0018 -0.0038 0.0063
O 0.0192 -0.0033 0.003
O -0.0076 0.0065 0.0188

The program warned: the cutoff lies below the one the program advises for these potential files; the forces do not sum to zero within the program's tolerance; the exchange-correlation potential is rough where the density is thin.
